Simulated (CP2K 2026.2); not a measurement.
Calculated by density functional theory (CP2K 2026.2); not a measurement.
Periodic cell of 504 atoms, Si360O144, from a study of silicon, its oxide and their interface. The atomic structure is a simulated model.
Doubt: the forces sum to 3.80 eV/angstrom along one axis rather than to zero, so they err by at least 0.0075 eV/angstrom per atom on average; the grid cutoff is modest.

Settings: functional PBE; method Gaussian and plane waves; basis set DZVP-MOLOPT-SR-GTH; pseudopotentials GTH-PBE; grid cutoff 300 Ry, relative cutoff 40 Ry; k points Gamma only; occupations fixed; spin none; net charge 0.

Cell vectors (angstrom)
a 16.32 0 0
b 0 16.32 0
c 3.5811 0.9068 33.5976

Atoms and the computed forces on them: element, x, y, z (angstrom), force x, y, z (eV/angstrom)
Si 0.987 -1.08 0.102 0.223 -0.059 0.764
Si 3.742 1.702 0.017 0.188 -0.281 0.764
Si 1.487 3.846 0.301 0 0.243 0.748
Si 3.656 7.271 0.29 0.18 -0.306 0.799
Si 1.429 -6.92 0.547 -0.031 0.035 0.711
Si 4.189 -4.456 0.043 0.034 0.217 0.682
Si 7.237 -1.631 -0.038 -0.246 0.004 0.728
Si 9.245 1.727 -0.075 0.265 -0.336 0.713
Si 6.92 3.907 0.002 -0.236 0.287 0.736
Si 9.825 6.437 0.039 -0.045 0.173 0.768
Si 6.431 9.666 -0.004 0.223 0 0.705
Si -6.865 -3.871 -0.148 0.076 -0.271 0.643
Si -3.822 -1.549 -0.033 -0.105 0.156 0.664
Si -1.022 1.286 0.226 -0.211 -0.05 0.705
Si -4.343 4.171 0.102 0.205 0.034 0.693
Si -1.487 7.011 -0.039 0.131 -0.225 0.756
Si -3.693 -7.05 0.01 -0.222 0.058 0.693
Si -1.615 -3.814 -0.061 0.182 -0.188 0.776
Si 2.707 0.006 1.299 -0.01 0.012 -0.078
Si 5.379 2.75 1.334 0.018 0.004 -0.054
Si 2.666 5.494 1.466 0.017 -0.002 -0.061
Si 5.377 8.238 1.515 -0.008 0.013 -0.078
Si 2.751 -5.394 1.639 0.016 0.043 -0.037
Si 5.466 -2.758 1.141 0.038 -0.006 -0.073
Si 8.263 0.007 1.272 -0.027 0.018 -0.017
Si -5.545 2.718 1.429 -0.022 0.004 -0.053
Si 8.131 5.44 1.33 0.01 -0.011 -0.077
Si -5.354 8.106 1.253 0.022 0.002 -0.071
Si 8.192 -5.485 1.108 0.009 0.008 -0.052
Si -5.396 -2.709 1.287 0.001 -0.003 -0.037
Si -2.715 0.048 1.315 0.02 -0.025 -0.056
Si 0.08 2.673 1.691 0 -0.006 -0.036
Si -2.668 5.391 1.247 0.003 0.004 -0.05
Si -0.102 8.062 1.58 -0.051 -0.021 -0.03
Si -2.656 -5.432 1.338 0.008 0.006 -0.039
Si -0.093 -2.695 1.376 0 -0.014 -0.051
Si 1.462 1.271 2.881 0.02 -0.026 0.034
Si 4.091 4.122 2.755 -0.014 -0.012 0.018
Si 1.294 6.739 2.889 0.003 -0.006 0.036
Si 4.081 9.545 2.95 -0.014 -0.016 0.042
Si 1.314 -3.982 2.779 -0.022 -0.011 0.026
Si 4.12 -1.387 2.576 0.015 -0.013 -0.001
Si 6.785 1.326 2.623 0.017 0.006 0.007
Si 9.434 4.086 2.769 0.02 0.028 0.039
Si 6.797 6.807 2.709 -0.009 0.001 0.001
Si 9.531 -6.83 2.549 0.017 0.004 -0.004
Si 6.839 -4.112 2.563 -0.017 -0.016 0.023
Si -6.722 -1.329 2.675 -0.014 -0.009 0.012
Si -4.113 1.349 2.692 0.004 0.009 0.011
Si -1.393 4.097 2.774 -0.005 0.049 0.004
Si -4.022 6.766 2.673 0.012 -0.004 0.025
Si -1.382 -6.755 2.812 0.006 -0.016 0.031
Si -4.09 -4.109 2.67 0 -0.004 0.014
Si -1.418 -1.334 2.755 0.013 0.021 0.035
Si -0.005 -0.042 4.146 -0.013 -0.01 -0.009
Si 2.778 2.725 4.147 -0.01 0.005 -0.008
Si -0.056 5.395 4.205 0.006 0.005 0.011
Si 2.679 8.141 4.192 0.015 0.001 -0.004
Si 0.005 -5.404 4.131 0.013 -0.014 -0.005
Si 2.746 -2.654 4.057 0.008 0.022 -0.006
Si 5.445 -0.032 4 -0.012 0.005 0.004
Si 8.098 2.683 4.069 0.01 -0.012 -0.007
Si 5.46 5.453 4.104 -0.012 0.002 0.004
Si 8.191 -8.139 4.01 0.007 0.007 0.007
Si 5.525 -5.379 4.109 0.002 0.019 -0.004
Si 8.172 -2.726 3.965 -0.016 0.007 -0.015
Si -5.419 -0.004 4.091 -0.001 0 0.017
Si -2.768 2.716 4.074 0.003 -0.018 0.012
Si -5.437 5.443 4.052 -0.008 0.005 -0.013
Si -2.754 8.162 4.104 0.004 -0.022 -0.033
Si -5.474 -5.473 3.996 0.001 -0.001 -0.002
Si -2.763 -2.734 4.077 0.01 0.006 -0.022
Si 1.352 -1.349 16.327 -0.002 0.006 -0.005
Si 4.041 1.377 16.308 0.002 0.002 -0.005
Si 1.372 4.076 16.344 0.003 -0.004 0.003
Si 4.07 6.784 16.334 -0.005 -0.004 0.001
Si 1.357 -6.797 16.287 -0.003 0.002 -0.012
Si 4.085 -4.077 16.307 -0.002 -0.005 -0.007
Si 6.824 -1.369 16.291 0.003 0.002 -0.02
Si -6.796 1.331 16.294 -0.009 -0.009 -0.017
Si 6.783 4.09 16.293 0.011 -0.008 -0.015
Si -6.786 6.839 16.323 0.007 0.004 -0.003
Si 6.822 -6.785 16.337 0.007 -0.003 -0.01
Si -6.816 -4.099 16.328 -0.011 0.003 0.002
Si -4.062 -1.375 16.33 -0.003 0.008 -0.007
Si -1.342 1.347 16.323 0.005 0.004 -0.012
Si -4.061 4.085 16.287 0.006 0.005 -0.013
Si -1.356 6.805 16.317 -0.002 0.002 -0.012
Si -4.085 9.517 16.34 -0.002 0.002 -0.001
Si -1.388 -4.081 16.341 0 -0.007 -0.008
Si 2.718 0.001 17.693 0.004 0.005 0.022
Si 5.392 2.756 17.646 -0.008 0.003 -0.009
Si 2.722 5.429 17.737 -0.004 -0.001 0.006
Si 5.446 8.163 17.65 -0.011 0.008 0.016
Si 2.683 -5.416 17.637 0.021 -0.005 0.006
Si 5.503 -2.752 17.643 -0.001 0.008 -0.027
Si 8.147 -0.002 17.668 0.02 -0.006 0.017
Si -5.379 2.661 17.602 0.016 -0.009 -0.007
Si 8.145 5.472 17.619 -0.018 0.004 0.023
Si -5.437 8.183 17.738 0.005 -0.003 0.01
Si 8.175 -5.447 17.75 -0.003 0 0.012
Si -5.45 -2.736 17.657 0.003 0.003 0.012
Si -2.682 -0.023 17.695 -0.002 -0.011 0
Si 0.021 2.692 17.69 -0.016 -0.012 0.012
Si -2.743 5.467 17.664 0.004 -0.003 0.009
Si 0.021 -8.154 17.66 -0.002 0.017 0
Si -2.717 -5.475 17.716 0.004 0.003 0.014
Si -0.059 -2.669 17.677 -0.015 -0.002 -0.013
Si 1.358 1.333 19.106 -0.026 -0.002 -0.021
Si 4.107 4.087 19.114 0.001 -0.008 -0.008
Si 1.351 6.829 19.057 0.019 -0.006 -0.007
Si 4.069 -6.769 18.956 0.019 -0.017 -0.042
Si 1.282 -4.055 18.968 0.008 -0.012 -0.023
Si 4.161 -1.383 18.955 -0.009 0.02 -0.03
Si 6.713 1.365 18.964 -0.009 -0.016 -0.022
Si -6.764 4.053 18.831 -0.002 0.006 -0.028
Si 6.796 6.814 19.031 -0.005 0.003 -0.021
Si -6.79 9.524 19.152 0.015 -0.001 -0.006
Si 6.81 -4.072 19.103 0.011 0.002 -0.002
Si 9.53 -1.363 19.015 -0.007 0.009 -0.036
Si -4.04 1.326 19.031 -0.027 0.022 -0.014
Si -1.384 4.079 18.968 0.013 -0.021 -0.029
Si -4.058 6.826 19.091 0.016 0.015 -0.01
Si -1.324 -6.852 19.068 -0.01 0.009 -0.028
Si -4.115 -4.104 19.027 -0.011 0.009 -0.023
Si -1.359 -1.334 19.148 0.026 -0.007 0.001
Si 0.005 0 20.584 0.025 0.024 0.062
Si 2.772 2.677 20.456 0.001 -0.004 0.046
Si -0.051 5.444 20.335 -0.01 0.009 0.066
Si 2.738 8.223 20.355 0.017 -0.003 0.039
Si -0.037 -5.393 20.394 -0.036 0.014 0.033
Si 2.731 -2.718 20.208 0.001 0.025 0.05
Si 5.443 -0.036 20.396 0 -0.006 0.036
Si 8.14 2.779 20.14 -0.011 0.008 0.042
Si 5.449 5.5 20.467 -0.023 0.006 0.058
Si 8.135 8.138 20.466 -0.007 0.005 0.039
Si 5.379 -5.438 20.387 -0.009 -0.022 0.048
Si 8.204 -2.705 20.439 0.013 -0.003 0.06
Si -5.411 -0.01 20.382 -0.007 -0.024 0.056
Si -2.699 2.708 20.369 0.011 -0.003 0.069
Si -5.474 5.346 20.261 0.016 0.014 0.03
Si -2.612 -8.211 20.519 -0.021 -0.051 0.021
Si -5.396 -5.435 20.509 0.014 -0.008 0.044
Si -2.797 -2.729 20.399 -0.006 -0.003 0.071
Si 1.708 -1.242 21.682 -0.247 0.047 -0.689
Si 3.87 1.028 21.77 0.075 0.176 -0.714
Si 1.179 3.951 21.594 0.265 0.068 -0.768
Si 4.29 7.148 21.747 -0.072 -0.235 -0.772
Si 1.556 -6.543 21.644 -0.077 -0.091 -0.636
Si 3.729 -4.284 21.611 0.175 0.003 -0.708
Si 7.132 -1.037 21.699 -0.256 -0.261 -0.763
Si -7.044 1.264 21.454 0.245 0.032 -0.743
Si 7.12 4.287 21.597 -0.212 0.011 -0.707
Si -6.997 6.448 21.614 -0.003 0.209 -0.681
Si 6.511 -6.993 21.717 0.193 0.051 -0.765
Si 9.78 -3.808 21.799 -0.103 -0.2 -0.773
Si -4.325 -1.585 21.775 0.066 0.145 -0.729
Si -1.074 1.765 21.787 -0.164 -0.388 -0.769
Si -3.966 4.206 21.646 -0.157 -0.231 -0.737
Si -1.623 6.353 21.851 0.243 0.403 -0.721
Si -3.738 -6.588 21.764 -0.206 -0.079 -0.72
Si -1.647 -4.271 21.718 0.156 0.051 -0.774
Si 5.022 -7.14 -6.81 0.136 -0.153 -0.049
Si 6.314 -1.646 24.73 0.004 0.103 0.008
Si 3.437 6.927 -5.327 0.024 0.058 -0.03
Si 1.679 -1.533 -2.816 0.118 -0.073 0.069
Si 0.571 -0.597 25.701 0.114 -0.16 0.003
Si -6.227 1.827 -3.158 -0.04 0.019 0.243
Si -5.62 -8.06 23.677 0.071 0.054 -0.055
Si 4.474 -3.697 24.477 -0.01 0.059 -0.078
Si -6.862 8.044 -2.497 0.039 -0.071 -0.07
Si -4.045 -0.149 -2.772 -0.051 -0.038 0.173
Si 0.158 -2.887 23.872 -0.011 0.028 -0.191
Si 5.74 5.072 -2.755 0.029 -0.045 0.184
Si -1.696 -7.429 -3.88 -0.003 0.051 -0.061
Si 6.335 -0.935 -2.858 0.121 0 0.06
Si -0.438 4.775 -6.855 0.12 -0.098 -0.004
Si 1.04 -7.542 24.497 -0.044 0.082 -0.095
Si -2.665 2.507 -1.958 -0.006 0.011 0.089
Si -5.196 4.344 -4.566 -0.126 0.12 -0.007
Si 6.665 -8.161 -2.802 0.014 0.142 0.091
Si -5.453 2.524 23.796 0.076 -0.021 -0.157
Si 0.444 7.491 -5.856 0.036 0.013 0.252
Si -5.97 6.544 -6.322 0.024 -0.023 0.04
Si 0.347 5.481 -2.058 -0.049 0.035 0.065
Si 2.979 5.235 23.695 0.045 0.043 -0.053
Si -0.462 -1.458 -5.039 0.131 0.104 -0.032
Si 3.654 1.11 -5.633 0.106 -0.026 -0.003
Si -0.032 -5.588 -1.95 -0.017 0.041 -0.062
Si 7.542 -1.625 -6.651 -0.04 0.06 0.042
Si 6.067 2.415 -7.015 -0.029 -0.09 0.01
Si -1.245 1.419 -5.919 -0.035 0.07 0.092
Si 2.679 -4.296 -2.735 0.012 -0.051 0.113
Si -7.845 -5.795 23.76 0.046 0.053 -0.131
Si 7.449 7.361 -6.87 -0.016 0.054 -0.082
Si 0.58 -5.137 25.999 -0.057 0.046 0.064
Si -3.959 2.775 -7.044 0.06 0.028 -0.095
Si -4.267 7.065 -4.079 0.052 0.061 -0.064
Si -3.782 -0.121 24.476 0.008 -0.015 -0.239
Si 3.64 -1.283 25.794 -0.033 0.023 -0.078
Si 1.264 2.338 -6.987 -0.034 0.103 -0.061
Si 3.858 0.494 -2.814 -0.023 0.1 0.138
Si 5.073 -5.815 -4.197 -0.004 -0.075 0.2
Si -5.447 -5.729 -2.162 0.033 0.156 0.001
Si -0.639 6.352 24.93 -0.131 -0.059 -0.092
Si 3.336 6.369 -2.514 -0.136 -0.044 0.094
Si 5.769 5.058 -5.605 -0.062 0.015 0.049
Si -1.346 1.381 24.853 0.006 0.083 -0.191
Si -3.842 -5.323 -4.798 -0.008 -0.143 0.066
Si 4.579 -1.652 -6.458 0.041 -0.029 -0.034
Si -3.14 -2.311 -4.923 -0.047 0.002 -0.081
Si 6.333 -3.255 -4.693 -0.115 0.037 -0.107
Si -1.163 3.779 -4.214 0.137 0.008 0.083
Si 7.822 0.774 -4.979 0.045 -0.233 0.012
Si 3.313 -6.112 25.704 -0.149 0.068 0.043
Si 5.225 3.025 23.64 -0.032 -0.086 -0.085
Si 1.381 -1.367 5.481 0.007 0.002 0.011
Si 4.135 1.333 5.443 0.011 0.008 0.007
Si 1.359 4.041 5.497 0.002 -0.002 0.01
Si 4.088 6.787 5.482 -0.016 -0.008 0.011
Si 1.341 9.545 5.498 0.006 -0.001 0.024
Si 4.102 -4.037 5.419 -0.016 -0.009 0.011
Si 6.813 -1.38 5.367 -0.004 -0.004 0.01
Si 9.503 1.352 5.418 -0.002 0.004 0.008
Si 6.793 4.064 5.451 0.004 -0.013 0.019
Si -6.79 6.819 5.403 -0.001 -0.011 0.006
Si 6.853 -6.79 5.425 -0.003 -0.01 0.015
Si 9.51 -4.086 5.367 0.003 -0.002 -0.001
Si -4.089 -1.371 5.454 0.01 -0.001 0.017
Si -1.378 1.365 5.44 0.001 0.001 0.006
Si -4.111 4.077 5.44 0.004 0.017 0.001
Si -1.394 6.819 5.491 0 0.015 0.006
Si -4.132 -6.803 5.425 -0.005 0.011 0.005
Si -1.386 -4.065 5.458 0.008 0.01 0
Si 2.737 0.011 6.813 -0.01 0.005 0.001
Si 5.457 2.704 6.822 -0.004 -0.001 0.008
Si 2.72 5.426 6.831 0.009 -0.006 0.001
Si 5.466 -8.145 6.79 0.002 0.004 0.003
Si 2.745 -5.411 6.797 0.006 -0.013 0.001
Si 5.453 -2.693 6.785 -0.002 0.004 -0.008
Si 8.154 -0.02 6.767 0.002 0 0.001
Si -5.466 2.715 6.793 -0.004 -0.006 0.002
Si -8.148 5.445 6.773 0.005 -0.002 -0.002
Si 10.859 -8.158 6.805 -0.011 0.008 -0.002
Si 8.185 -5.428 6.789 -0.003 -0.002 -0.003
Si 10.856 -2.739 6.776 -0.001 0.005 0.001
Si -2.725 -0.004 6.804 0.004 -0.013 -0.006
Si -0.016 2.695 6.832 0.003 0.008 0.003
Si -2.752 5.434 6.816 0 0.001 -0.005
Si -0.022 8.175 6.838 0.008 0.003 0.004
Si -2.751 -5.445 6.789 0.002 -0.006 -0.006
Si 0.004 -2.732 6.817 0.011 -0.005 0.001
Si 1.363 1.35 8.178 0.001 0.002 0.005
Si 4.085 4.063 8.174 -0.017 -0.019 -0.003
Si 1.357 6.806 8.171 0.003 0.006 -0.002
Si 4.097 -6.788 8.149 -0.005 0.011 0.004
Si 1.367 -4.084 8.173 -0.001 0.001 -0.003
Si 4.094 -1.354 8.166 0.006 0.002 -0.007
Si 6.819 1.343 8.162 0.002 0.008 -0.006
Si -6.806 4.085 8.157 0.008 0.004 0.001
Si 6.812 6.799 8.147 0.005 0.002 -0.009
Si 9.518 -6.792 8.165 0.009 -0.004 0.004
Si 6.804 -4.073 8.14 -0.002 -0.001 0
Si 9.51 -1.37 8.142 -0.019 -0.011 -0.005
Si -4.096 1.358 8.153 0.009 0.006 -0.008
Si -1.375 4.08 8.168 0.003 0 -0.003
Si -4.102 6.801 8.17 -0.001 -0.002 -0.002
Si -1.388 -6.787 8.174 0.004 -0.014 -0.001
Si -4.098 -4.081 8.151 -0.006 -0.009 -0.005
Si -1.356 -1.358 8.162 0.01 0.013 -0.004
Si 0.001 -0.008 9.53 0.011 -0.007 -0.001
Si 2.72 2.716 9.531 -0.008 0.013 0
Si -0.008 5.443 9.522 0.002 -0.004 0.001
Si 2.728 -8.148 9.513 0.005 -0.002 0.002
Si -0.004 -5.441 9.527 0.004 -0.004 -0.001
Si 2.727 -2.717 9.522 -0.007 0.001 0
Si 5.45 0 9.528 -0.005 0.01 -0.001
Si -8.155 2.717 9.521 0.003 -0.005 0.001
Si 5.449 5.441 9.513 -0.003 -0.009 -0.011
Si 8.159 -8.159 9.517 -0.002 0.009 -0.004
Si 5.448 -5.429 9.513 0.002 -0.005 0.002
Si 8.155 -2.72 9.513 0 0.003 -0.003
Si -5.45 -0.008 9.51 0.002 -0.003 -0.002
Si -2.734 2.715 9.52 -0.005 -0.002 -0.006
Si -5.451 5.437 9.53 -0.003 0 -0.001
Si -2.734 -8.161 9.527 -0.005 0.005 -0.001
Si -5.44 -5.441 9.523 -0.003 -0.009 0.004
Si -2.725 -2.722 9.508 0.01 0.003 -0.01
Si 1.365 -1.363 10.885 -0.005 0.003 0.007
Si 4.085 1.359 10.883 -0.005 -0.004 0.001
Si 1.356 4.083 10.873 0.006 -0.006 0
Si 4.086 -9.515 10.87 -0.002 0 0
Si 1.361 -6.8 10.884 -0.003 -0.004 0.007
Si 4.082 -4.08 10.882 0 0 -0.001
Si 6.804 -1.363 10.886 -0.003 -0.005 -0.003
Si -6.797 1.357 10.884 0 0.01 0
Si -9.518 4.08 10.879 -0.001 -0.002 -0.002
Si 9.513 -9.518 10.885 0.001 0 -0.002
Si 6.801 -6.797 10.873 -0.002 -0.006 0.001
Si 9.515 -4.08 10.87 -0.002 0.002 -0.006
Si -4.081 -1.363 10.869 0 -0.003 0
Si -1.367 1.357 10.876 0.005 0.009 -0.002
Si -4.084 4.078 10.887 0.003 0.001 -0.003
Si -1.365 6.803 10.885 -0.001 0.003 0
Si -4.085 -6.8 10.885 0 0.001 0
Si -1.365 -4.076 10.879 0.005 0 0.002
Si 2.723 0.002 12.24 0.003 0.005 0.005
Si 5.442 2.721 12.239 -0.007 0.004 0
Si 2.717 5.446 12.225 -0.01 -0.002 0.003
Si 5.444 -8.156 12.234 0 0.007 0.001
Si 2.721 -5.44 12.248 0.001 0.002 0
Si 5.437 -2.718 12.244 0 0.002 0.007
Si 8.163 -0.004 12.247 -0.002 -0.004 0.005
Si -5.439 2.718 12.249 0.005 -0.002 0
Si -8.166 5.443 12.245 -0.001 -0.001 -0.004
Si 10.879 -8.16 12.242 0.001 0.003 0.002
Si 8.16 -5.438 12.232 0.007 0 -0.001
Si 10.882 -2.728 12.224 -0.006 -0.005 -0.007
Si -2.722 -0.007 12.238 0.001 -0.002 0.004
Si -0.003 2.722 12.225 -0.002 0.004 0.002
Si -2.719 5.439 12.245 0.002 -0.008 0.006
Si -0.004 8.162 12.247 0.006 -0.008 0.008
Si -2.724 -5.439 12.239 -0.004 -0.008 0.001
Si 0 -2.721 12.239 0.005 0.002 0
Si 1.352 1.365 13.585 -0.004 0.006 -0.003
Si 4.073 4.085 13.583 0.004 0.003 0
Si 1.359 6.794 13.598 0.007 -0.004 0.011
Si 4.087 -6.807 13.603 0.007 -0.017 0.003
Si 1.359 -4.075 13.605 -0.006 -0.009 0.001
Si 4.079 -1.353 13.604 -0.014 0.009 0.006
Si 6.797 1.358 13.603 0.003 0.001 0.007
Si -6.804 4.085 13.602 -0.011 0.003 -0.002
Si 6.801 -9.507 13.606 -0.004 -0.005 0.005
Si 9.525 -6.791 13.592 -0.006 -0.004 -0.002
Si 6.797 -4.085 13.592 -0.003 0.003 0.002
Si 9.534 -1.375 13.59 0.016 -0.011 -0.002
Si -4.073 1.356 13.604 -0.003 0.005 0.014
Si -1.345 4.08 13.597 0.007 -0.013 0.005
Si -4.079 6.801 13.602 0 0.006 0.005
Si -1.368 9.527 13.603 -0.008 0.015 0.005
Si -4.091 -4.086 13.597 0 0.009 0
Si -1.362 -1.368 13.601 0.011 -0.006 0.004
Si 0.005 0 14.948 -0.005 -0.001 0
Si 2.704 2.733 14.94 -0.006 -0.002 0.001
Si 0.009 5.434 14.973 0.001 -0.004 -0.001
Si 2.722 8.148 14.956 -0.002 0.006 -0.001
Si -0.015 -5.424 14.962 0.01 -0.003 0.004
Si 2.717 -2.709 14.965 0.007 0 0
Si 5.432 0.007 14.971 -0.002 -0.007 0.001
Si 8.16 2.718 14.958 0.005 0.006 -0.004
Si 5.424 5.447 14.943 -0.01 -0.006 0.008
Si 8.171 -8.136 14.957 0.007 0.009 0.001
Si 5.448 -5.445 14.962 -0.004 0.001 0.003
Si 8.171 -2.737 14.942 0.002 0.006 -0.007
Si -5.425 -0.024 14.953 -0.009 -0.004 0.002
Si -2.695 2.716 14.953 0.001 0.003 0.001
Si -5.446 5.449 14.96 -0.002 -0.005 0.002
Si -2.725 8.164 14.966 0.001 0.003 -0.003
Si -5.442 -5.445 14.97 -0.004 -0.007 -0.005
Si -2.729 -2.734 14.954 0.001 -0.006 0.001
O 2.778 -0.115 22.245 0.002 -0.034 0.225
O 0.838 -7.307 22.905 -0.431 -0.131 -0.062
O -1.696 1.591 23.282 -0.381 0.17 0.154
O -1.854 6.921 25.844 -0.452 0.275 -0.168
O 7.102 -6.197 23.013 -0.384 0.339 0.458
O -4.147 -6.243 -1.342 0.346 0.226 -0.204
O -1.044 -4.405 -1.479 -0.402 0.351 -0.633
O -0.582 8.067 -4.739 -0.101 -0.303 -0.089
O -8.109 0.148 21.956 0.19 -0.055 0.038
O -8.095 5.359 22.174 0.056 -0.004 0.457
O -2.889 5.353 22.043 -0.241 0.034 0.124
O -1.46 -6.242 -7.1 -0.027 -0.054 0.584
O -4.277 -7.375 23.094 0.34 0.002 0.289
O -3.595 -0.927 23.083 0.222 0.094 -0.032
O 2.519 -7.943 -0.084 0.051 -0.113 -0.483
O -8.01 -2.766 -0.563 -0.228 0.173 -0.319
O -2.641 1.939 -6.562 -0.023 -0.302 0.038
O 0.151 0.815 25.053 0.458 0.361 -0.204
O 2.597 2.817 -0.298 0.043 -0.167 -0.09
O -5.379 7.791 25.188 0.031 -0.625 0.062
O -7.297 7.456 -6.494 0.062 0.315 -0.037
O -7.207 7.007 -1.308 -0.506 0.142 -0.13
O -1.398 2.319 -0.982 0.414 0.473 -0.237
O -2.726 -2.685 -0.503 0.024 0.016 -0.287
O 5.593 3.009 25.203 0.417 0.173 0.085
O -3.856 3.216 -1.132 0.04 0.068 -0.086
O 5.96 -3.224 24.9 0.386 -0.416 0.471
O -0.026 0.126 -0.361 -0.156 0.031 -0.527
O 2.353 -0.063 -2.842 -0.492 0.331 0.077
O -6.794 -6.981 23.507 -0.217 -0.073 -0.035
O 3.638 7.34 -3.771 0.213 0.525 0.123
O 4.262 1.282 -1.468 0.533 0.204 -0.288
O 5.415 -8.091 22.254 0.056 -0.068 0.347
O -4.534 3.628 23.059 0.3 -0.107 0.264
O 7.119 1.775 -5.998 0.278 0.126 0.072
O -3.518 -1.292 -3.75 0.173 0.019 0.163
O -3.843 -3.723 -4.666 -0.459 -0.086 0.168
O 6.365 4.38 -1.452 0.041 0.144 -0.307
O 4.618 1.625 23.1 0.245 -0.274 0.412
O 0.67 7.3 24.988 0.41 -0.274 0.677
O -2.957 0.999 -2.447 0.194 0.019 0.095
O 4.903 -2.809 -5.357 -0.503 -0.235 0.295
O 6.199 6.625 -2.803 0.343 0.075 -0.018
O -2.599 8.138 -0.476 0.187 0.205 -0.174
O 6.736 6.312 -5.887 -0.017 -0.122 0.385
O -0.136 1.532 -7.091 0.085 -0.335 -0.523
O 4.276 -3.433 22.893 0.044 0.23 -0.062
O -0.185 4.897 25.485 0.254 -0.204 -0.262
O -4.156 5.445 -3.946 0.615 -0.37 0.561
O -7.938 -0.503 -5.823 0.475 -0.102 0.194
O 4.111 1.428 -4.109 -0.083 0.577 0.107
O -6.037 -4.357 -1.499 -0.013 0.111 -0.289
O 1.649 4.768 22.925 -0.4 0.36 0.469
O 6.033 -1.028 -6.84 -0.002 0.59 -0.162
O -5.452 -2.673 22.286 0.171 0.111 0.62
O -4.598 -1.054 25.502 -0.259 -0.461 -0.24
O -2.38 3.5 -3.196 -0.441 0.337 0.007
O -6.537 1.514 -1.598 0.455 -0.409 -0.101
O -5.03 -5.716 -3.74 -0.064 -0.264 -0.102
O 2.626 -5.391 22.148 0.027 0.065 -0.009
O 4.118 6.923 -1.216 0.645 0.385 -0.236
O 4.623 1.76 -6.736 -0.154 -0.143 -0.232
O 0.602 -6.171 -0.607 -0.327 0.06 0.091
O -5.402 5.305 -0.449 0.052 0.21 -0.617
O -6.31 5.272 -5.335 -0.399 0.01 0.191
O -4.475 -0.858 -1.371 -0.647 0.076 -0.243
O 2.184 -0.632 25.535 0.05 0.188 -0.027
O -4.556 3.376 -5.68 -0.052 -0.146 -0.016
O -1.283 -0.101 -5.392 -0.503 0.001 -0.086
O 4.106 4.955 -2.728 -0.293 -0.622 -0.029
O 0.34 -1.339 -3.672 -0.281 -0.039 0.335
O -0.832 -6.804 -2.656 0.067 -0.091 0.248
O 4.123 4.157 23.368 -0.025 0.125 -0.544
O 0.487 -1.894 -6.269 0.842 -0.006 0.294
O 5.312 -5.542 -0.473 -0.24 -0.006 -0.224
O -1.51 4.447 -5.661 -0.549 0.411 -0.284
O -0.757 6.501 -1.428 -0.268 0.033 -0.2
O -2.887 7.792 -3.645 -0.093 -0.242 0.298
O 1.207 -4.993 -2.811 0.029 0.123 -0.385
O -4.57 1.253 24.208 0 0.141 -0.065
O 8.161 8.134 -3.458 -0.023 0.34 -0.5
O 1.831 6.822 -5.404 -0.04 -0.175 0.027
O -2.677 -5.432 22.265 -0.071 -0.053 0.488
O 5.657 -7.201 -3.616 -0.066 -0.088 -0.235
O 3.64 -0.501 -5.826 -0.397 -0.293 0.374
O -3.498 -1.674 -6.366 -0.31 0.078 0.103
O 3.449 -2.846 25.404 -0.712 -0.313 -0.064
O -6.599 2.064 22.781 -0.423 0.238 0.15
O -6.078 6.952 22.862 0.074 -0.044 0.306
O 6.185 4.414 -4.168 0.187 -0.417 -0.173
O 4.207 5.527 -5.595 -0.271 -0.2 -0.217
O -1.088 6.46 23.38 0.155 0.03 0.209
O 1.284 -2.257 22.895 0.083 -0.4 -0.007
O 0.93 3.901 -6.651 0.376 0.231 0.629
O -1.427 2.682 25.807 -0.381 0.22 0.194
O -0.251 6.352 -6.748 -0.437 0.098 0.022
O -0.135 4.769 -3.437 0.291 0.249 -0.335
O 0.605 4.351 -0.956 -0.144 -0.488 0.019
O 1.373 -1.87 -1.267 0.151 -0.37 -0.123
O 6.572 3.406 22.851 0.401 -0.091 0.419
O -6.636 -6.789 -1.91 -0.411 0.252 0.419
O -7.249 -4.422 23.141 0.063 0.012 0.453
O 3.243 -4.093 -1.226 -0.458 -0.006 0.13
O -6.183 3.133 25.076 -0.333 0.187 0.131
O 0.78 -7.596 -6.826 0.671 0.162 0.086
O 7.461 -3.021 -5.831 0.468 -0.527 -0.104
O 8.026 2.769 -0.325 -0.068 0.028 -0.233
O -1.561 -2.622 -4.871 0.202 -0.592 0.184
O 3.739 -5.255 -3.485 -0.256 -0.231 0.211
O -1.076 -3.45 23.005 -0.278 0.103 0.344
O 6.761 -1.461 23.209 -0.256 -0.131 0.36
O 2.523 -2.806 -3.373 0.571 0.062 -0.253
O 6.868 -0.749 -1.358 -0.141 0.41 -0.037
O 2.642 5.313 25.26 -0.512 -0.13 0.161
O 0.087 -6.525 25.33 -0.591 -0.171 -0.013
O -5.722 3.36 -3.387 0.176 0.217 0.68
O 4.042 7.958 -6.401 -0.244 0.003 -0.429
O -5.206 0.64 -3.552 0.204 -0.307 -0.46
O -0.681 2.29 -4.653 0.416 -0.099 0.154
O 7.454 -1.286 25.799 0.276 -0.21 -0.208
O 1.741 6.248 -2.326 -0.047 0.533 -0.17
O 0.708 -4.077 24.792 0.389 -0.07 0.043
O 4.222 -5.243 24.721 0.276 -0.221 -0.173
O -5.477 7.579 -3.149 0.07 0.063 0.029
O -0.261 -1.71 24.873 -0.492 0.159 0.169
O -2.473 -6.11 -4.43 0.298 0.263 0.025
O 6.277 -4.743 -4.117 0.404 0.057 0.494
O 6.829 0.239 -3.83 0.015 0.534 0.164
O 4.73 -5.97 -5.76 -0.27 0.599 -0.482
O 2.18 1.72 -5.825 -0.177 0.208 0.549
O 4.735 -0.858 -2.844 -0.261 -0.539 -0.016
O -2.422 0.251 25.264 0.11 -0.338 0.709
O 6.808 -7.547 -1.307 0.484 -0.361 -0.024
O 3.519 6.636 23.097 -0.055 0.262 0.385
O 4.935 -0.784 24.941 -0.171 0.57 -0.545
O -4.751 7.38 -5.609 -0.006 0.331 -0.144
O -7.413 1.649 -4.209 -0.225 0.23 -0.123
O 6.759 -2.37 -3.415 0.446 -0.265 0.239
O -4.012 -5.646 -6.394 -0.467 0.146 -0.188
O 2.594 -7.252 24.819 0.303 -0.226 -0.193
O -8.097 -5.661 25.335 -0.247 0.32 0.086
O 6.596 -7.578 -6.757 0.331 0.373 0.184
O 5.97 3.998 -6.779 0.167 0.179 -0.648
O 0.106 2.841 22.101 -0.097 0.209 0.562

Results
total energy: -101654.421 eV
total energy less fixed offsets of O -438.25, Si -107.07 eV per atom: -1.221 eV
